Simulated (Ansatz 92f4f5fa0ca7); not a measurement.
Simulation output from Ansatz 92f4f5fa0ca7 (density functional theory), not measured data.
Periodic cell of 180 atoms, Si99O81, from a study of silicon, its oxide and their interface. The atomic structure is a simulated model.

Settings
functional: PBE
potential files: Ansatz PAW
basis: plane waves
wave-function cutoff: 700 eV
density cutoff ratio: 5
exchange-correlation grid ratio: 2
k mesh: 2 x 2 x 1, shifted by 0.5 0.5 0.5 of a step
self-consistency stop: 5e-08 eV per atom in the density residual
occupations: Fermi-Dirac, 0.05 eV
spin: none
net charge: 0

Cell vectors (angstrom)
a	11.5983	0	0
b	0	11.5983	0
c	3.9724	1.4633	23.9614

Atoms: element, x, y, z (angstrom)
Si	-1.7286	6.3449	-0.9017
Si	8.9225	1.536	-1.6588
Si	8.982	4.8918	1.7081
Si	3.1154	8.2232	-0.6672
Si	1.632	0.8606	-1.7836
Si	2.7386	5.5702	0.5793
Si	5.4154	7.6907	-0.2373
Si	4.4257	1.4856	-0.9467
Si	8.6804	10.1857	-2.4605
Si	1.7351	9.1944	0.8773
Si	2.1313	2.6756	0.5431
Si	-1.2538	8.5545	-0.2508
Si	6.4918	8.4932	1.7672
Si	6.0851	0.7799	1.597
Si	6.5348	4.7688	1.9368
Si	8.9694	8.6082	1.738
Si	9.2163	1.2483	1.2824
Si	5.1686	5.3326	0.1817
Si	1.9978	-0.367	2.9425
Si	2.0202	2.0666	2.8704
Si	2.111	6.6584	2.6597
Si	5.9043	-1.1296	2.9757
Si	5.9241	2.7383	3.0047
Si	6.0533	6.6641	3.2086
Si	9.6835	-1.1468	2.9929
Si	9.5815	2.9242	2.8626
Si	9.5425	6.7079	3.035
Si	0.0873	-1.0886	4.1801
Si	0.0406	2.6862	4.0525
Si	0.1074	6.559	4.0147
Si	3.8976	-1.0258	4.2259
Si	3.927	2.7181	4.2603
Si	3.919	6.6063	4.2251
Si	7.8014	-0.9889	4.4806
Si	7.8239	2.7422	4.5245
Si	7.8735	6.6785	4.6858
Si	0.0279	8.5119	5.3969
Si	0.0372	0.82	5.5585
Si	11.7164	4.6436	5.395
Si	3.8328	8.5846	5.5176
Si	4.0205	0.8108	5.7223
Si	3.9112	4.6932	5.643
Si	7.8583	8.6817	5.9085
Si	7.8631	0.8222	6.0138
Si	7.8657	4.6882	5.9536
Si	1.8584	8.5967	6.7937
Si	2.0061	0.8729	6.976
Si	1.9243	4.7	6.9265
Si	5.7164	8.6136	6.9215
Si	5.7966	0.7754	7.3038
Si	5.7893	4.6841	7.1825
Si	9.9437	8.6209	7.1142
Si	9.9765	0.8109	7.2188
Si	10.0105	4.653	7.0322
Si	3.2785	-1.8088	9.7495
Si	1.6569	2.8076	8.3468
Si	12.9164	6.6917	8.0979
Si	5.4465	-1.3005	8.509
Si	4.2483	2.9619	10.3095
Si	5.3265	6.7709	8.2784
Si	10.7055	-1.1192	8.4314
Si	10.7934	2.7607	8.3515
Si	8.6291	6.395	10.1061
Si	6.9505	-1.8546	10.3162
Si	8.4825	3.1916	10.2363
Si	10.3879	6.6303	8.3404
Si	13.1256	10.4794	8.2167
Si	5.8236	2.7653	8.5881
Si	15.9288	9.1853	19.2949
Si	9.1168	-1.3294	11.2152
Si	5.452	0.4979	11.9689
Si	9.1076	7.7509	12.8293
Si	5.9879	9.5519	16.9983
Si	14.4405	1.791	16.1822
Si	11.1116	7.2087	16.8097
Si	8.1838	1.3654	12.6832
Si	14.0091	6.7705	15.8338
Si	3.1826	7.356	9.3293
Si	15.3117	9.6223	16.5453
Si	15.2582	3.9958	20.502
Si	13.495	11.2318	14.5528
Si	14.8884	-1.528	12.2271
Si	10.3614	4.8298	21.831
Si	14.4432	6.9018	20.9907
Si	4.0177	7.0932	13.4001
Si	5.7266	11.2133	21.0489
Si	9.8668	12.6663	17.4675
Si	11.0318	9.1009	22.0156
Si	11.4103	6.8475	19.9662
Si	6.8137	7.6216	14.7505
Si	11.2437	10.2818	16.4338
Si	8.6102	2.8238	15.2448
Si	5.7401	2.6406	16.4861
Si	4.572	5.9736	11.413
Si	9.1106	5.8761	15.1259
Si	3.5447	4.3479	17.3073
Si	6.4208	7.3325	10.297
Si	12.6443	11.9872	18.3834
Si	7.0561	12.2036	18.3459
O	0.193	9.0179	0.3544
O	9.7137	1.6102	-0.2364
O	7.6524	0.7937	1.0905
O	1.2257	1.6592	-0.398
O	3.2621	0.6949	-1.7706
O	5.2576	0.5861	0.1366
O	8.2537	11.6563	-1.8915
O	9.7626	5.1304	0.2298
O	2.0569	10.7362	1.3358
O	1.9832	8.2661	2.2085
O	1.736	4.2559	0.3222
O	10.0679	-0.0587	1.764
O	4.627	4.3237	11.1783
O	7.3474	2.5255	9.273
O	4.5453	1.6857	11.3128
O	10.245	-1.1761	10.042
O	2.7078	2.9007	9.7069
O	10.011	2.7911	9.8249
O	13.59	-0.8212	12.9804
O	-3.2717	6.9253	-1.1952
O	8.6659	12.3883	18.5336
O	10.7522	8.1649	20.6913
O	9.819	6.8876	14.0334
O	11.3826	7.1195	18.3893
O	14.1363	3.377	16.4512
O	5.0717	12.3786	22.0151
O	1.0631	1.7484	-3.0422
O	9.8451	9.5361	-1.5005
O	13.1077	11.8186	19.9346
O	11.3629	10.6382	21.5385
O	15.3218	5.5171	21.0888
O	3.6865	2.6291	-0.0287
O	8.2715	2.7017	11.765
O	8.9355	0.1113	11.9779
O	3.508	8.5714	12.8581
O	8.92	1.7118	14.095
O	4.5055	-0.554	12.7737
O	6.2542	-0.4004	10.8752
O	14.4521	6.3585	14.3087
O	7.5763	8.0718	13.3621
O	6.7299	11.0012	17.2804
O	15.067	4.0232	18.8928
O	9.693	9.2006	12.3518
O	8.2734	4.7931	10.137
O	12.084	10.6129	15.078
O	6.389	1.9907	17.8255
O	14.9483	9.8757	18.1602
O	5.2596	7.3668	14.4323
O	6.9363	8.73	15.9522
O	13.8889	1.0146	17.5265
O	10.7143	8.7484	16.4182
O	5.3367	2.1268	-2.1314
O	4.4886	1.6809	15.9837
O	3.1408	6.4732	10.7374
O	9.9943	11.3295	16.5201
O	5.7503	8.8375	18.5041
O	15.2482	7.8683	19.9486
O	11.291	12.9399	18.2406
O	6.5963	1.0743	12.9903
O	9.4395	2.3661	16.5745
O	7.815	2.7322	-1.6578
O	4.5359	10.2347	20.5318
O	13.6142	1.2565	14.8563
O	10.5423	5.5108	20.3548
O	9.8827	6.1797	16.5221
O	9.9991	1.7487	-2.8575
O	6.4316	11.9367	19.7984
O	14.5151	8.2711	16.1306
O	9.2959	6.7406	11.5693
O	7.5259	6.2449	15.2625
O	2.9085	8.8721	-2.1675
O	5.7974	4.5189	-1.1474
O	12.1994	10.5347	17.7462
O	2.3573	6.714	-0.5755
O	5.0934	4.1018	16.8296
O	14.7559	10.7037	15.4657
O	9.1814	4.2857	14.7831
O	6.9824	2.8715	15.4536
O	12.9658	6.5621	20.3553
O	14.6907	5.859	16.9958
O	12.3942	6.7047	15.951

Results
free energy: -109010.604 eV
free energy less fixed offsets of O -569.03, Si -635.61 eV per atom: 6.216 eV
pressure: -0.59 GPa
stress xx, yy, zz, yz, xz, xy (GPa, positive in tension): 1.31, 0.3, 0.17, -0.02, -0.09, 0.04

Forces (eV/angstrom), in the order of the atoms: element, x, y, z
Si	-0.0888	0.2417	-0.0175
Si	0.05	-0.01	-0.2528
Si	-0.0835	0.1391	0.0329
Si	0.3392	-0.1244	-0.4214
Si	0.0427	0.1636	-0.1988
Si	-0.0684	-0.4338	-0.2146
Si	0.2087	-0.0506	-0.0778
Si	-0.1481	-0.0602	-0.1508
Si	-0.1124	-0.0297	-0.0322
Si	-0.012	0.1533	-0.1589
Si	0.0181	-0.2039	0.1032
Si	-0.5033	0.073	0.3495
Si	0.2617	-0.0692	-0.0892
Si	0.1099	-0.129	-0.4443
Si	0.2498	-0.1855	0.0953
Si	-0.3043	-0.2092	-0.0999
Si	0.0004	-0.1247	-0.2607
Si	0.0631	0.1454	-0.478
Si	0.0409	0.2848	0.1197
Si	0.0632	-0.0155	0.0138
Si	-0.0327	0.0461	0.4095
Si	0.0244	0.0735	0.11
Si	0.1544	0.0197	0.13
Si	0.0056	0.0793	0.2754
Si	0.103	0.0018	-0.1407
Si	-0.0837	-0.1192	0.259
Si	0.1343	0.069	-0.0122
Si	0.0207	-0.0553	0.012
Si	-0.0544	-0.0092	0.0843
Si	-0.1584	-0.0637	-0.0029
Si	-0.0526	-0.1311	0.0411
Si	-0.2178	-0.099	0.092
Si	0.0554	0.0111	0.0701
Si	0.0906	0.0028	-0.1509
Si	-0.1741	-0.0469	-0.0432
Si	0.018	0.0018	0.0794
Si	0.1355	0.1481	-0.1327
Si	0.1421	0.1278	0.0267
Si	0.0036	-0.1376	-0.082
Si	0.045	0.0569	-0.2315
Si	0.0476	0.1596	-0.0467
Si	0.1412	-0.1303	-0.0294
Si	0.139	0.0969	-0.0441
Si	-0.0849	0.1932	0.0048
Si	-0.061	-0.1326	-0.0142
Si	-0.1165	0.0346	-0.0259
Si	-0.2419	-0.1132	-0.04
Si	-0.1067	0.1272	-0.0017
Si	-0.2105	0.0494	-0.1129
Si	-0.094	-0.0984	-0.2062
Si	-0.0402	0.1396	-0.1886
Si	-0.0708	-0.1744	-0.2394
Si	0.0701	0.0567	-0.0677
Si	0.0469	-0.0159	0.0748
Si	0.1543	-0.2535	-0.0733
Si	0.5168	0.0055	0.1073
Si	-0.0888	0.0388	0.0844
Si	0.1348	-0.0734	-0.136
Si	0.1595	-0.1054	-0.1519
Si	-0.2466	0.2574	0.0138
Si	-0.0657	0.0231	0.1124
Si	-0.5382	0.0928	-0.1156
Si	0.2621	-0.3077	0.1931
Si	-0.7406	0.517	-0.5825
Si	0.0489	0.114	0.1457
Si	-0.0667	0.0443	-0.1954
Si	0.3349	-0.0345	-0.0651
Si	0.3309	-0.2155	-0.2338
Si	-0.1191	-0.0017	0.1723
Si	0.3115	0.0694	0.2543
Si	0.2669	-0.1531	0.5459
Si	0.1345	-0.2294	0.1457
Si	0.16	0.3838	0.1652
Si	-0.0732	-0.0645	0.1038
Si	-0.172	-0.0293	0.1253
Si	-0.0427	0.1393	0.4726
Si	-0.0895	0.064	0.1814
Si	-0.2578	0.1714	-0.4065
Si	-0.2228	-0.0444	0.027
Si	0.0318	0.0595	-0.0375
Si	-0.0984	0.002	0.2504
Si	-0.0398	0.0215	-0.0257
Si	-0.0543	0.0282	-0.1315
Si	0.0611	-0.4278	-0.3325
Si	-0.0323	-0.0573	0.1248
Si	-0.0541	0.2889	-0.1363
Si	-0.0491	0.0661	-0.035
Si	-0.3578	-0.0537	-0.0066
Si	-0.0609	0.0432	-0.0083
Si	0.1474	-0.0692	0.2752
Si	0.0014	0.0468	0.1291
Si	0.123	-0.0309	0.1246
Si	0.1613	0.0541	0.0803
Si	0.2636	-0.143	0.3591
Si	0.1188	-0.2953	0.2997
Si	0.0716	-0.071	0.1516
Si	-0.277	-0.2968	0.0289
Si	-0.0806	0.0168	-0.055
Si	0.0868	0.0311	-0.0388
O	0.1991	0.1843	-0.0864
O	0.1163	0.1242	0.0762
O	0.0058	0.1133	0.1569
O	0.0045	0.023	0.1055
O	0.0753	-0.092	0.086
O	0.0897	0.0808	0.4197
O	-0.0069	0.0312	0.0188
O	-0.226	0.0759	-0.0079
O	-0.1071	-0.0615	0.1924
O	0.076	0.1503	0.1026
O	0.0198	0.3077	0.114
O	-0.262	0.0609	0.1872
O	-0.1217	0.318	0.123
O	0.0482	0.0349	-0.0188
O	-0.1036	-0.1022	0.0389
O	0.0068	-0.0459	-0.1983
O	-0.403	0.0193	-0.1942
O	-0.0278	-0.0168	0.0802
O	-0.0037	-0.0442	-0.0172
O	0.0548	-0.2046	0.1888
O	-0.0499	-0.0497	0.0147
O	0.0343	0.1088	0.0822
O	-0.035	0.1842	-0.1691
O	0.0626	0.0283	-0.0731
O	0.0295	-0.066	-0.0768
O	-0.0167	-0.1064	0.0871
O	0.0314	-0.0942	0.1562
O	0.211	-0.0036	0.0513
O	0.0492	-0.033	0.0752
O	0.1271	-0.0123	0.0345
O	-0.086	0.1183	0.0292
O	-0.0401	0.0009	0.1174
O	-0.0318	0.0861	-0.1832
O	0.0813	-0.2581	-0.1436
O	0.0404	-0.1902	-0.0122
O	-0.0921	-0.0424	-0.284
O	0.1297	0.0441	-0.1919
O	-0.0081	-0.1486	0.2223
O	0.0024	0.0875	-0.0071
O	-0.0421	0.0755	-0.0228
O	-0.1268	-0.2671	-0.0607
O	0.0083	0.0249	0.0009
O	0.0067	0.0821	-0.0456
O	-0.0177	0.0847	-0.1116
O	0.0879	0.0092	-0.1491
O	-0.0585	-0.0737	-0.023
O	0.1142	-0.0529	-0.0325
O	-0.0281	0.0268	0.0174
O	0.096	-0.1127	-0.1198
O	0.0354	0.0079	-0.0131
O	0.0658	-0.0219	-0.0566
O	-0.054	-0.0126	0.1013
O	-0.1016	-0.0123	-0.0286
O	0.4855	-0.1224	0.1102
O	0.0831	-0.013	-0.0155
O	-0.0481	0.0057	-0.0344
O	0.0956	0.1619	-0.1106
O	0.0472	-0.0665	-0.0185
O	-0.1126	-0.0453	-0.2638
O	-0.0317	0.001	-0.0485
O	0.0599	0.059	0.1303
O	0.0786	-0.0772	-0.031
O	0.0517	-0.0163	-0.0814
O	0.0259	-0.015	0.1336
O	-0.028	0.092	-0.0906
O	-0.1122	-0.0485	0.1139
O	-0.0421	-0.0981	0.0696
O	0.013	-0.0236	-0.0443
O	-0.1257	0.1448	-0.0253
O	-0.1184	0.1772	-0.0973
O	-0.0335	-0.182	0.2121
O	-0.1662	0.11	0.1839
O	0.0802	0.0153	0.0195
O	0.0582	-0.0385	-0.0659
O	-0.0543	0.0053	-0.0671
O	0.0325	-0.0266	0.0623
O	-0.0406	0.0684	-0.0611
O	-0.0428	-0.0022	-0.0644
O	0.07	0.0765	0.1081
O	0.0354	0.1408	-0.0634
O	0.1212	0.0041	-0.0921

The program warned: the cutoff lies below the one the program advises for these potential files.
